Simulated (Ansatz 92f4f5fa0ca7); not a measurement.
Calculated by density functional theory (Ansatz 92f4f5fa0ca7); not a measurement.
Periodic cell of 237 atoms, Si146O90B1, from a study of silicon, its oxide and their interface. The atomic structure is a simulated model.
Doubt: the cutoff is far below the 930 eV that the study's wrapper takes by default for these files, so forces and energies are approximate.
This geometry differs little from another in the collection (a relaxation step or a small displacement).

Settings
functional: PBE
potential files: Ansatz PAW
basis: plane waves
wave-function cutoff: 580 eV
density cutoff ratio: 5
exchange-correlation grid ratio: 1
k mesh: 1 x 1 x 1, Gamma-centred
self-consistency stop: 5e-08 eV per atom in the density residual
occupations: fixed
spin: none
net charge: -1 e, with a uniform compensating background and no finite-size correction

Cell vectors (angstrom)
a  11.6015  0  0
b  0  10.938  0
c  0  0  32.0622

Atoms and the computed forces on them: element, x, y, z (angstrom), force x, y, z (eV/angstrom)
Si  -0.1385  -0.0075  23.3277  0.0079  0.0016  0.014
Si  3.6234  0.2715  23.1491  0.0072  0.0013  0.0072
Si  7.5438  -0.1479  23.4683  -0.002  0.0027  0.0024
Si  1.7129  1.5419  23.6451  -0.0111  0.0149  0.0118
Si  5.7284  1.3943  23.2161  -0.0041  -0.0058  0.01
Si  9.4459  1.2057  23.3765  0.0041  -0.0023  0.0079
Si  0.1641  5.2827  23.5188  -0.0004  0.0111  0.0004
Si  4.0914  5.2229  23.4595  0.004  0.0112  0.008
Si  8.0284  5.5988  23.6015  -0.0017  0.0081  0.0082
Si  2.1563  6.5661  23.3967  0.0002  -0.0072  0.0064
Si  5.9447  6.7186  23.5194  -0.0007  -0.0053  0.0023
Si  10.0136  6.849  23.6681  -0.0023  -0.0025  0.0115
B  1.8861  2.6713  25.3613  0.0717  -0.0987  0.0257
Si  5.7653  2.6686  25.2609  0.0013  -0.0133  -0.002
Si  9.679  2.6853  25.2593  0.0084  -0.0121  -0.0006
Si  11.8002  3.8311  25.3631  -0.0714  0.0494  0.0072
Si  3.6689  3.7956  25.3117  -0.006  0.0108  0.0032
Si  7.7415  4.0629  25.369  -0.0024  0.0102  0.0038
Si  1.966  8.1584  25.1961  -0.0038  0.0035  0.0003
Si  5.755  8.1743  25.3588  -0.0001  0.002  -0.002
Si  9.7045  8.2694  25.4686  0.0006  -0.0006  0.0027
Si  11.6286  9.5713  25.2826  -0.0043  -0.0015  -0.0032
Si  3.8513  9.6088  25.0676  0.002  -0.0006  -0.0002
Si  7.6794  9.5114  25.4276  0.0011  -0.0042  0.0035
Si  11.6847  0.045  27.1873  -0.0035  -0.0033  0.0028
Si  3.8431  0.0119  27.0812  0.0042  0  -0.0009
Si  7.7494  -0.0169  27.2942  0.0023  -0.0025  -0.0011
Si  1.9634  1.4807  27.0341  -0.0061  0.0328  -0.0256
Si  5.8156  1.3156  27.1892  -0.0009  -0.0005  0
Si  9.6917  1.3214  27.1958  0.0002  0.0001  0.0001
Si  11.6052  5.404  27.1628  -0.0013  -0.0046  -0.0005
Si  3.8144  5.3632  27.1456  0.0029  -0.0038  -0.0026
Si  7.7046  5.4585  27.2675  0.0008  -0.0003  0.0001
Si  1.9271  6.7993  27.1591  0.0017  -0.0004  -0.0032
Si  5.7264  6.7618  27.2391  0.0041  0.0016  0.0007
Si  9.6712  6.7759  27.2806  -0.0071  0.0012  -0.0036
Si  1.937  2.7058  29.0878  -0.0007  -0.0052  -0.0053
Si  5.7826  2.723  29.1084  -0.0029  0.0022  -0.0006
Si  9.6774  2.7276  29.1234  0.0006  0.0012  -0.001
Si  0.0159  4.0937  29.1314  -0.0009  -0.0008  0.0006
Si  3.8467  4.0898  29.1397  0.0017  -0.0007  0.002
Si  7.7257  4.0803  29.1774  0.0011  -0.0025  -0.0029
Si  1.9326  8.1867  29.092  -0.0004  0.0016  0.004
Si  5.7646  8.1806  29.1393  0.0035  -0.001  -0.0048
Si  9.6869  8.1861  29.1828  0.0022  -0.0025  -0.0024
Si  0.0148  9.576  29.1115  -0.0003  0.0023  0.0007
Si  3.8488  9.5805  29.0566  -0.0024  0.0026  0.0024
Si  7.7277  9.5199  29.1837  -0.0035  0.0008  -0.0037
Si  -0.0016  -0.0026  31.0651  0.0007  -0.0037  0.0008
Si  3.8511  0.0002  31.0279  -0.0016  -0.0041  0.0008
Si  7.7235  -0.0057  31.0876  0.0009  -0.0005  0.0019
Si  1.9239  1.3713  31.0472  0.0004  0.0027  0.0013
Si  5.7892  1.3616  31.0397  -0.0003  0  -0.0024
Si  9.6609  1.3576  31.0644  -0.0003  0.002  -0.0024
Si  0.0057  5.4668  31.0642  -0.0007  -0.0006  -0.0033
Si  3.8614  5.4745  31.0699  0.0004  -0.002  -0.0018
Si  7.7333  5.476  31.0999  0.0004  0.0007  -0.0032
Si  1.9323  6.8446  31.0476  0.0002  0.0011  0.0004
Si  5.7903  6.8391  31.0851  -0.0013  -0.0006  0.0033
Si  9.6786  6.8325  31.12  0.0004  0.001  0.0035
Si  1.9262  2.746  0.936  -0.0008  -0.0021  -0.001
Si  5.7919  2.7464  0.9032  0.0008  -0.001  0.0021
Si  9.6595  2.7338  0.9442  -0.0004  -0.0022  -0.001
Si  -0.0159  4.1069  0.9332  0.002  0.0014  0.0014
Si  3.8595  4.1158  0.9484  -0.0008  0.0024  -0.0007
Si  7.7332  4.1146  0.9753  -0.0009  0  -0.0001
Si  1.9249  8.2159  0.9241  0  -0.0007  0.0011
Si  5.7899  8.2278  0.9426  -0.0003  -0.0007  0.0008
Si  9.6644  8.2221  0.9864  0.0006  -0.0018  -0.0014
Si  -0.0059  9.5935  0.9606  0.0008  0.0007  -0.0017
Si  3.853  9.5937  0.9317  0.0001  0.0012  -0.0015
Si  7.7315  9.5808  0.9678  -0.001  0.0004  -0.0002
Si  11.6053  0.0368  2.9013  0.0002  -0.0002  -0.0006
Si  3.8509  0.0254  2.8889  0.0002  0  -0.0005
Si  7.7359  0.0251  2.8876  0.0001  0  -0.0009
Si  1.9299  1.4066  2.8919  0.0003  0.0005  0.0016
Si  5.8072  1.3714  2.8157  0  0.0004  0.0004
Si  9.6561  1.3903  2.9029  -0.0003  0.0002  0.0012
Si  11.5624  5.4992  2.8489  0.0005  -0.0008  0.0003
Si  3.8722  5.4959  2.8878  -0.0003  -0.0009  0.0011
Si  7.7326  5.5144  2.9053  0.0001  0.0005  0.0014
Si  1.9089  6.8247  2.8396  -0.0001  0.0009  -0.0013
Si  5.8038  6.8639  2.8673  -0.0001  0.0009  -0.0014
Si  9.6578  6.8999  2.9513  0.0001  -0.0001  -0.0009
Si  1.9104  2.8311  4.8005  0.0002  -0.0011  0.0012
Si  5.8326  2.727  4.7291  0.0001  -0.0015  0.0002
Si  9.595  2.7967  4.822  0.0001  -0.001  0.0007
Si  11.5383  4.136  4.7669  -0.0004  0.001  0.0004
Si  3.9145  4.1017  4.806  -0.0001  0.0013  0.0009
Si  7.7137  4.2078  4.8734  0.0002  0.0005  0.001
Si  1.8853  8.1486  4.785  -0.0001  -0.0021  0.0005
Si  5.804  8.2604  4.7725  -0.0001  -0.0012  0.0014
Si  9.6592  8.3206  4.8941  -0.0003  -0.0011  0.0014
Si  11.6301  9.6564  4.8704  -0.0002  0.0011  0.0005
Si  3.8146  9.4909  4.7694  -0.0003  0.0009  0.0002
Si  7.7199  9.6781  4.8748  -0.0002  0.001  0.0008
Si  11.5945  0.2303  6.7627  0.0008  0.0017  -0.0043
Si  3.7542  -0.0531  6.6398  0.0016  0.0013  -0.0039
Si  7.7087  0.0527  6.8983  0.0006  0.0024  -0.0052
Si  2.0476  1.5038  6.74  -0.0013  -0.0002  -0.0039
Si  5.7119  1.2771  6.6042  0.0008  -0.0021  -0.0031
Si  9.6427  1.5205  6.8204  -0.0005  -0.002  -0.0047
Si  11.5213  5.4983  6.6872  0.0008  0.0023  -0.0045
Si  3.9778  5.4294  6.7765  0.0002  0.0006  -0.0054
Si  7.7316  5.6706  6.8192  0.0011  0.0023  -0.0054
Si  1.9714  6.6434  6.6371  0  -0.0024  -0.0044
Si  5.8061  6.9776  6.7332  -0.0005  -0.0024  -0.0042
Si  9.7494  7.0414  6.8983  -0.0012  -0.002  -0.0046
O  9.9886  7.9773  8.2902  0.0022  0.0048  0.0064
O  7.6507  9.9368  8.2191  -0.0018  -0.0037  0.0055
O  7.3925  4.7426  8.1675  0.0003  -0.0029  0.0095
O  3.3867  10.3495  8.1991  0.0004  -0.0027  0.0084
O  2.0322  7.5484  8.0196  -0.0001  0.0038  0.0089
O  4.0051  4.5814  8.2365  0.0003  -0.004  0.0052
O  9.7798  2.4469  8.2152  0.0013  0.0049  0.0066
O  2.6165  2.3357  8.1078  0.0024  0.0018  0.0039
O  11.3851  4.5767  8.0659  -0.0016  -0.0036  0.0057
O  5.3664  2.3606  7.814  -0.0022  0.0024  0.0042
O  5.8102  7.9757  8.0821  0.0013  0.0054  0.0066
O  11.3224  10.3155  8.1516  -0.001  -0.004  0.006
O  11.3626  10.0895  21.8582  -0.0033  -0.0088  -0.0106
O  3.1665  10.7939  21.5634  0.0025  -0.004  -0.011
O  5.7845  7.6583  22.143  0.0047  0.0096  -0.0106
O  4.2423  4.4533  21.9587  0.0043  -0.0075  -0.0108
O  7.6379  9.6391  22.2338  -0.0027  -0.0038  -0.0061
O  10.3472  7.6786  22.2655  0.0009  0.005  -0.0129
O  1.611  2.5037  22.268  -0.0001  0.0121  -0.0153
O  5.9562  2.4211  21.8964  0.0009  0.0078  -0.0085
O  8.4325  4.6866  22.2648  -0.0017  -0.0038  -0.0074
O  -0.0913  4.5153  22.0331  0.0008  -0.0035  -0.0079
O  2.3562  7.3407  21.9424  -0.0007  0.0056  -0.0115
O  9.1186  1.8609  21.8729  -0.0011  0.0048  -0.0138
Si  1.9067  7.7806  9.5998  0.0005  0.0009  -0.0083
Si  5.0585  0.5742  17.7452  -0.0011  0.0003  0.0046
Si  2.5037  5.4331  14.026  0  -0.0003  0.0009
Si  10.5755  3.8649  14.0676  0.0011  0.0003  -0.0004
Si  8.2774  2.4025  15.2645  -0.0006  -0.0022  0.003
Si  9.5921  2.2689  20.3782  0.0021  0.0006  0.011
Si  10.5046  3.6504  9.0659  -0.0009  -0.0002  -0.0092
Si  0.0287  2.3208  11.5658  -0.0003  0.001  -0.0038
Si  11.0392  8.1285  15.4011  -0.001  -0.0006  0.002
Si  5.1731  6.9475  13.9998  0.0015  0.0005  -0.0009
Si  5.7548  2.6065  11.1109  -0.0007  0.0008  -0.0051
Si  8.5815  7.714  19.4663  0.0003  0.0001  0.006
Si  8.141  4.8569  20.6805  0.0017  -0.0001  0.0089
Si  5.9482  9.5923  15.252  0.001  0.002  0.003
Si  2.0896  7.6297  20.374  -0.0028  0.0039  0.0102
Si  1.9347  4.8852  18.8293  0.0008  -0.0012  0.01
Si  4.5043  3.4386  18.0439  -0.0009  -0.0008  0.0069
Si  8.5432  8.9338  16.8672  -0.0011  -0.0012  0.0058
Si  0.8299  9.4841  13.2952  0.0002  0.0002  -0.0008
Si  9.9094  10.6525  11.7174  0  -0.0012  -0.0041
Si  5.3691  3.6967  21.0456  -0.0024  0.0002  0.0152
Si  0.6147  5.5142  16.2818  0.0003  -0.0006  0.0047
Si  10.7784  9.1505  9.1343  -0.0006  -0.0009  -0.0094
Si  6.524  8.8574  21.329  -0.0012  -0.0053  0.0128
Si  7.1212  7.1028  11.4872  0  0.0003  -0.0053
Si  2.6729  0.7409  12.2072  0.0016  -0.0009  -0.0036
Si  10.904  8.6941  21.129  0.0062  0.0047  0.0131
Si  6.0295  4.3283  15.6429  -0.0003  -0.0004  0.003
Si  7.0944  0.4977  12.985  -0.0003  0.0011  -0.0007
Si  4.0626  2.974  8.579  -0.0012  0.0024  -0.0077
Si  0.8826  6.7431  11.8975  0.001  0.0001  -0.0043
Si  6.5683  9.0391  9.0707  -0.0003  0  -0.0088
Si  0.685  3.3183  21.2233  0.0027  -0.0005  0.0172
Si  9.8063  6.5073  12.8991  0.0001  0.0006  -0.0013
Si  7.7127  4.5329  9.747  0.0003  0.0002  -0.0083
Si  3.9304  10.1002  20.2882  -0.0006  -0.0002  0.0116
Si  4.2697  3.0419  13.5236  0.0015  0.0006  -0.0003
Si  3.8529  10.0104  9.7293  0.0006  0  -0.0084
Si  8.0835  0.8018  18.0579  0.002  0.0016  0.0054
O  11.5059  3.2241  12.9056  -0.0002  0.0003  0.0017
O  9.3375  4.4723  9.8774  -0.0008  0.0007  0.0026
O  8.8927  3.6572  19.8987  -0.0001  0.0002  -0.0028
O  4.0542  -0.045  18.8672  0.0015  0.0015  -0.0029
O  11.3594  4.5352  15.3164  -0.0005  -0.0007  -0.0004
O  9.8557  9.7982  10.32  -0.0008  0.0019  0.0049
O  3.7611  1.5408  13.1307  -0.0002  0.0007  0.0007
O  0.6613  9.0595  14.8604  0.0008  0.0002  0.0003
O  6.5029  0.9556  18.4322  0.0022  -0.0011  -0.0016
O  4.7749  3.1627  19.6262  -0.0017  -0.0007  -0.0099
O  6.2458  1.1709  11.75  0.0009  -0.0011  0.0013
O  0.5305  8.6181  9.8633  0.0012  -0.0009  0.0026
O  5.6345  4.3236  17.2327  0.0009  0.0007  -0.0028
O  8.4492  7.1963  12.3982  0.0013  -0.0006  0.0014
O  4.4124  2.6308  10.1462  0.0025  -0.0007  0.0054
O  2.0981  5.6382  15.5884  0.0014  -0.0005  -0.0023
O  3.3729  0.0686  10.9081  -0.0015  0.0019  0.0039
O  5.8959  7.2263  12.5554  -0.0012  -0.0001  0.0015
O  2.3102  6.3627  19.3828  0.0005  -0.0024  -0.0047
O  0.6697  4.9308  17.7939  -0.0019  0.0011  -0.0052
O  8.4145  10.6887  12.3694  -0.0005  0.0005  0.0008
O  5.4732  10.0543  9.7147  -0.0009  0.0005  0.0027
O  0.5581  8.1471  20.2422  0.0036  -0.0035  -0.0029
O  9.7804  2.6184  14.7219  -0.0001  -0.0001  0.0001
O  1.9984  10.5978  13.2145  -0.0006  -0.0003  0.0008
O  9.967  9.0983  16.1131  0.0027  0.0001  -0.0016
O  6.1837  10.3741  13.8301  0.0002  0.0006  -0.0006
O  7.4889  1.637  14.072  0.0003  -0.0003  -0.0009
O  1.6597  3.9182  20.0821  0.0054  0.0057  -0.0105
O  5.8969  5.7919  14.9201  -0.0006  0.0005  -0.0002
O  7.3589  8.9394  15.7574  -0.0008  0.0001  -0.0017
O  1.5073  1.6775  11.5974  0.0001  -0.0004  0.0005
O  7.2047  8.2739  10.3577  0.001  -0.0024  0.0044
O  4.3619  1.9824  17.3034  0.0005  0.0005  -0.0013
O  7.0408  3.1526  10.2801  -0.0008  -0.0012  0.0019
O  11.5734  7.0024  16.4339  0.0002  0.0004  -0.001
O  8.3581  10.1701  17.8672  0.0009  0.0004  -0.0027
O  3.2512  8.542  10.1017  0  -0.0006  0.0021
O  7.5817  3.8541  15.5198  0.0002  0.0004  -0.0009
O  3.139  4.2885  17.9272  0.0016  -0.0007  -0.002
O  2.919  3.9107  13.6796  0.0006  0.0009  -0.0003
O  1.3351  8.2099  12.4341  -0.0002  0.0008  0.0005
O  1.2152  5.6924  13.0787  0.0007  -0.0002  0.0003
O  5.0059  8.3151  14.8768  -0.0008  -0.0009  -0.0003
O  11.2169  2.3792  20.4115  -0.0058  -0.0036  -0.0066
O  10.9778  9.9919  12.7541  0.0013  -0.0002  0.0013
O  5.3  3.57  12.3587  -0.0008  -0.0001  0.002
O  5.0861  3.1974  14.9181  -0.0014  0  -0.0012
O  6.5159  4.77  20.5599  -0.0006  0.0002  -0.0045
O  8.3601  1.5664  16.6473  -0.0012  0.0005  -0.0016
O  10.4082  1.2433  11.4579  0.0002  0  0.0008
O  10.8778  6.6047  11.6647  -0.0002  -0.0001  0.0009
O  3.176  8.7272  19.878  -0.0026  0.0013  -0.0003
O  1.7181  6.4362  10.5232  -0.0008  -0.0009  0.0035
O  7.1366  8.2573  19.9583  -0.0002  0.0011  -0.0015
O  8.5545  7.6106  17.8267  0  0.0018  -0.0039
O  3.6766  6.4615  13.6191  -0.0009  -0.0002  0.0004
O  9.5761  4.9622  13.3701  0.0002  -0.0003  0.0002
O  5.4418  9.9518  20.854  -0.0067  -0.0014  -0.0049
O  10.3359  7.3732  14.1526  -0.0002  -0.0005  -0.0004
O  8.7655  6.2154  20.0561  -0.0007  0.0016  -0.0021
O  7.0706  5.6974  10.6755  -0.0002  0.0016  0.0025
O  5.2815  10.5337  16.4273  0.0009  -0.0022  -0.0028
O  9.0982  1.2158  19.2449  -0.0038  -0.0011  -0.0067
O  11.5687  3.1715  10.1874  0.0017  -0.0015  0.0045
O  9.7199  8.7581  20.0007  -0.0031  -0.0019  -0.0037

Results
free energy: -144147.042 eV
free energy less fixed offsets of B -154.04, O -568.88, Si -635.61 eV per atom: 5.258 eV

The program warned: the cutoff lies below the one the program advises for these potential files; the exchange-correlation potential is rough where the density is thin.
